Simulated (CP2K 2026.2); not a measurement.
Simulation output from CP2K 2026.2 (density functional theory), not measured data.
Periodic cell of 432 atoms, Si324O108, from a study of silicon, its oxide and their interface. The atomic structure is a simulated model.
Doubt: the forces sum to 2.89 eV/angstrom along one axis rather than to zero, so they err by at least 0.0067 eV/angstrom per atom on average; the grid cutoff is modest.

Settings: functional PBE; method Gaussian and plane waves; basis set DZVP-MOLOPT-SR-GTH; pseudopotentials GTH-PBE; grid cutoff 350 Ry, relative cutoff 50 Ry; k points Gamma only; occupations fixed; spin none; net charge 0.

Cell vectors (angstrom)
a	16.32	0	0
b	0	16.32	0
c	-4.9278	2.3671	29.5488

Atoms: element, x, y, z (angstrom)
Si	1.0397	15.3523	0.0563
Si	3.8174	1.58	0.1178
Si	1.681	3.8399	0.0425
Si	4.4001	6.5623	0.0519
Si	1.015	9.7825	0.1705
Si	4.26	11.9392	0.1182
Si	2.0528	17.0196	29.4934
Si	9.855	1.1135	0.0576
Si	6.5643	4.3223	0.1051
Si	9.6907	6.4554	0.083
Si	6.5968	9.7716	0.0459
Si	4.4479	14.9573	29.3876
Si	12.1098	15.2871	0.099
Si	15.0669	1.1834	0.0761
Si	11.9408	4.2631	0.0936
Si	14.853	6.9806	0.1571
Si	12.6556	9.1925	0.0962
Si	15.0235	11.8711	0.0994
Si	2.6391	16.3692	1.4366
Si	5.4092	2.7383	1.3924
Si	2.7954	5.4282	1.3641
Si	5.5099	8.1466	1.3656
Si	2.6353	10.9026	1.4314
Si	5.423	13.5781	1.3317
Si	8.1611	16.2767	1.2397
Si	10.8759	2.6945	1.4559
Si	8.1397	5.4048	1.4664
Si	10.8922	8.1247	1.2513
Si	8.2591	10.9419	1.2102
Si	10.9071	13.6438	1.2834
Si	13.5891	16.3918	1.4963
Si	0.0042	2.7516	1.3156
Si	13.592	5.4034	1.3439
Si	-0.0119	8.1776	1.5151
Si	13.6162	10.7547	1.5452
Si	-0.062	13.592	1.2283
Si	1.3063	1.4088	2.7851
Si	4.0954	4.0902	2.7974
Si	1.4128	6.7802	2.7284
Si	4.0499	9.4748	2.6989
Si	1.3212	12.3326	2.7226
Si	4.0667	14.9678	2.6819
Si	6.8169	1.3298	2.6469
Si	9.4749	4.0159	2.794
Si	6.8389	6.834	2.7832
Si	9.5585	9.5385	2.6081
Si	6.8426	12.2285	2.6653
Si	9.521	14.9638	2.6874
Si	12.2609	1.4225	2.8398
Si	14.9695	4.0814	2.7032
Si	12.2271	6.7842	2.702
Si	14.9753	9.4794	2.9242
Si	12.209	12.2376	2.6877
Si	14.9447	14.9153	2.7126
Si	-0.0285	16.3021	4.0918
Si	2.7059	2.7368	4.1302
Si	0.0111	5.4358	4.0704
Si	2.7377	8.1402	4.1095
Si	0.0253	10.929	4.1352
Si	2.7214	13.6341	4.0797
Si	5.4457	16.3166	4.0335
Si	8.1232	2.6556	4.1074
Si	5.462	5.4618	4.1243
Si	8.2135	8.2148	4.0625
Si	5.4493	10.8635	4.021
Si	8.1666	13.5971	4.0571
Si	10.8683	16.3192	4.0911
Si	13.6422	2.7633	4.1425
Si	10.8707	5.4273	4.0815
Si	13.5581	8.1044	4.1543
Si	10.8657	10.8757	4.0466
Si	13.5758	13.5791	4.074
Si	1.3208	14.9307	16.2697
Si	4.0627	1.3874	16.2663
Si	1.411	4.1017	16.292
Si	4.1011	6.807	16.3566
Si	1.3568	9.51	16.2624
Si	4.0995	12.2673	16.2989
Si	6.8325	14.987	16.2945
Si	9.5224	1.3744	16.3389
Si	6.7907	4.0751	16.3268
Si	9.5473	6.8141	16.3831
Si	6.7931	9.5311	16.339
Si	9.4976	12.2055	16.324
Si	12.2906	14.9494	16.2682
Si	-1.3119	1.3333	16.2404
Si	12.1549	4.0725	16.2922
Si	-1.3943	6.7941	16.3188
Si	12.2496	9.5147	16.356
Si	-1.4079	12.2166	16.3211
Si	2.6812	16.3295	17.5663
Si	5.3955	2.7224	17.6752
Si	2.7454	5.4437	17.7144
Si	5.4306	8.2103	17.7255
Si	2.7088	10.884	17.5983
Si	5.4872	13.6357	17.6443
Si	8.1616	16.3459	17.6932
Si	10.8678	2.7141	17.7363
Si	8.1614	5.4239	17.6913
Si	10.9262	8.1842	17.7756
Si	8.1338	10.861	17.7398
Si	10.9293	13.5672	17.5851
Si	-2.6516	16.3146	17.6193
Si	0.0913	2.66	17.5754
Si	-2.8416	5.4444	17.6245
Si	0.004	8.1655	17.6363
Si	-2.7275	10.8548	17.7519
Si	-0.0619	13.5936	17.6448
Si	1.4026	17.6305	19.0361
Si	4.0606	4.0671	19.1137
Si	1.3862	6.8509	19.0148
Si	4.0578	9.6103	19.0551
Si	1.2667	12.1783	18.9238
Si	4.0545	15.014	18.8882
Si	6.7325	17.6591	19.0514
Si	9.4689	4.0372	19.1201
Si	6.8177	6.8368	19.0284
Si	9.5309	9.5375	19.1365
Si	6.8053	12.2947	19.0807
Si	9.6224	14.97	18.9091
Si	12.324	17.6639	18.9936
Si	-1.4093	3.9928	18.7285
Si	12.2549	6.7921	19.1784
Si	-1.3325	9.4804	19.0825
Si	12.2103	12.2406	19.0671
Si	-1.327	14.977	19.0599
Si	-0.12	16.4981	20.439
Si	2.9807	2.3833	20.4074
Si	-0.2292	5.4834	19.9795
Si	2.4516	8.5137	20.3507
Si	0.1923	10.6712	20.4054
Si	2.7908	13.4714	20.0519
Si	5.1639	16.4668	20.3537
Si	7.7377	2.9793	20.3798
Si	5.6292	5.3262	20.3397
Si	8.4167	7.8854	20.3933
Si	5.0892	11.2988	20.3646
Si	8.4801	13.4727	20.2426
Si	11.1766	16.0816	20.2623
Si	-2.3216	2.4422	20.2188
Si	10.6244	5.6149	20.412
Si	-2.3001	7.8164	20.4439
Si	10.6125	11.1813	20.4584
Si	-2.9661	13.8626	20.3034
Si	10.7851	12.8617	25.4095
Si	0.1058	5.6072	24.3979
Si	1.1449	14.6434	22.5315
Si	-2.9917	2.6419	23.1285
Si	3.1044	13.733	24.5707
Si	7.8901	12.3308	26.6731
Si	10.8067	17.4245	23.009
Si	-2.818	17.5548	26.6419
Si	5.1848	12.1255	23.1789
Si	11.7495	5.1136	23.2827
Si	-2.0088	14.9873	26.8621
Si	1.5307	4.2948	22.1083
Si	3.9335	9.179	26.6874
Si	8.2156	8.493	23.368
Si	8.9614	5.5504	24.4444
Si	11.195	7.5363	27.5707
Si	5.2438	13.7166	26.6226
Si	8.9086	16.045	27.5524
Si	-2.2651	7.3153	23.3374
Si	2.9331	11.8454	26.7356
Si	11.5441	15.6511	26.3438
Si	6.4139	10.1462	25.2241
Si	2.8459	6.5584	25.2972
Si	3.6488	6.533	22.2817
Si	-3.7879	8.8495	25.3969
Si	6.7997	14.7847	22.4725
Si	-2.3749	12.4628	25.3875
Si	8.8632	5.3946	27.5418
Si	10.7037	10.5329	23.4625
Si	0.7503	2.5726	27.4928
Si	8.3977	16.5442	24.565
Si	-1.1322	3.1116	25.3357
Si	8.5433	2.8089	23.285
Si	-1.1822	12.537	22.5531
Si	-2.2623	10.52	27.5088
Si	3.0437	4.7729	27.5739
Si	1.3633	14.978	5.4508
Si	4.0916	1.352	5.4299
Si	1.3483	4.0913	5.4716
Si	4.0917	6.8014	5.4785
Si	1.3837	9.5301	5.4523
Si	4.0907	12.2339	5.3982
Si	6.7976	14.9562	5.4116
Si	9.508	1.3351	5.4631
Si	6.7994	4.0635	5.4561
Si	9.5308	6.8145	5.4316
Si	6.8108	9.5361	5.4178
Si	9.5125	12.2321	5.4221
Si	12.2306	14.9505	5.4372
Si	14.9593	1.3481	5.4712
Si	12.2436	4.1024	5.4663
Si	14.9656	6.7698	5.4656
Si	12.2128	9.5226	5.4474
Si	14.9419	12.2508	5.465
Si	2.7332	16.3242	6.8053
Si	5.4335	2.7133	6.8096
Si	2.7154	5.4473	6.8224
Si	5.4634	8.1739	6.8001
Si	2.7474	10.8862	6.7969
Si	5.4395	13.5957	6.773
Si	8.1463	16.2987	6.8056
Si	10.8772	2.7175	6.7987
Si	8.1687	5.4432	6.7899
Si	10.8695	8.1642	6.8155
Si	8.1536	10.8889	6.7946
Si	10.8738	13.5861	6.791
Si	13.5826	16.3133	6.8094
Si	0.0021	2.7129	6.8232
Si	13.6058	5.4341	6.8383
Si	0.0044	8.1639	6.7965
Si	13.5873	10.874	6.806
Si	-0.0015	13.6116	6.8048
Si	1.3731	1.36	8.1697
Si	4.0754	4.0785	8.1666
Si	1.3588	6.8118	8.1714
Si	4.0995	9.5283	8.1619
Si	1.3657	12.2386	8.1481
Si	4.0895	14.9509	8.1503
Si	6.8007	1.3545	8.1608
Si	9.5244	4.0842	8.1561
Si	6.8089	6.8005	8.1556
Si	9.5056	9.5252	8.1609
Si	6.7947	12.2467	8.1524
Si	9.5145	14.9443	8.1575
Si	12.229	1.3581	8.1657
Si	-1.3608	4.0671	8.1847
Si	12.2401	6.8081	8.1718
Si	14.9561	9.5135	8.1565
Si	12.2313	12.2361	8.1608
Si	14.9571	14.9642	8.1646
Si	0.0006	16.3229	9.5192
Si	2.7232	2.7223	9.5302
Si	-0.0003	5.4437	9.5272
Si	2.7305	8.1702	9.5184
Si	0.0037	10.8739	9.5064
Si	2.7263	13.5948	9.5094
Si	5.4453	16.3135	9.5162
Si	8.164	2.7211	9.5128
Si	5.4399	5.4456	9.5128
Si	8.1586	8.1607	9.5232
Si	5.4489	10.8857	9.5259
Si	8.1558	13.5935	9.5211
Si	10.8682	16.3139	9.5164
Si	13.5897	2.7129	9.5322
Si	10.8804	5.441	9.5232
Si	13.6008	8.1611	9.5279
Si	10.8713	10.8782	9.5197
Si	13.5964	13.5969	9.5143
Si	1.369	14.9592	10.8632
Si	4.0937	1.3625	10.8742
Si	1.3597	4.0835	10.8832
Si	4.0882	6.81	10.8792
Si	1.3618	9.52	10.8773
Si	4.0796	12.2385	10.8817
Si	6.8038	14.9588	10.8814
Si	9.5184	1.3611	10.8799
Si	6.803	4.0859	10.8656
Si	9.5189	6.8005	10.8805
Si	6.8059	9.5222	10.8863
Si	9.5134	12.2339	10.8829
Si	12.2324	14.9541	10.8714
Si	-1.3645	1.355	10.8821
Si	12.2358	4.083	10.8885
Si	-1.361	6.801	10.8888
Si	12.2306	9.5165	10.8773
Si	-1.3635	12.228	10.8628
Si	2.7301	16.3223	12.22
Si	5.4561	2.7272	12.2297
Si	2.7228	5.4493	12.2307
Si	5.4522	8.1617	12.2488
Si	2.7228	10.8713	12.2414
Si	5.4419	13.5996	12.2373
Si	8.1656	16.3176	12.2415
Si	10.872	2.7257	12.2449
Si	8.1483	5.4478	12.2338
Si	10.8757	8.1564	12.2426
Si	8.1663	10.8734	12.2526
Si	10.8758	13.5956	12.2348
Si	13.5877	16.3134	12.2308
Si	-0.009	2.724	12.2357
Si	13.5956	5.4442	12.2487
Si	0.0017	8.1628	12.2429
Si	13.5905	10.8756	12.2287
Si	0.0102	13.5845	12.2044
Si	1.3703	1.3648	13.5685
Si	4.1057	4.1071	13.5758
Si	1.3574	6.793	13.5998
Si	4.0866	9.5134	13.6047
Si	1.3559	12.2361	13.5865
Si	4.084	14.9683	13.5885
Si	6.8098	1.3658	13.594
Si	9.4958	4.088	13.5916
Si	6.8149	6.8101	13.6193
Si	9.5191	9.5039	13.6161
Si	6.8044	12.2429	13.5973
Si	9.5322	14.961	13.6016
Si	12.2367	1.3628	13.5984
Si	-1.3679	4.0797	13.6062
Si	12.2327	6.8037	13.6069
Si	-1.3701	9.5241	13.5914
Si	12.2183	12.2176	13.5907
Si	-1.3624	14.9278	13.5479
Si	0.0032	16.288	14.8792
Si	2.7364	2.7497	14.9033
Si	-0.009	5.4393	14.969
Si	2.7322	8.1363	14.9562
Si	-0.0155	10.8864	14.9485
Si	2.7217	13.5998	14.9348
Si	5.445	16.3318	14.9462
Si	8.1592	2.7247	14.9676
Si	5.4514	5.4545	14.9723
Si	8.1714	8.1582	15.0049
Si	5.4466	10.8847	14.9578
Si	8.1732	13.5972	14.9541
Si	10.8853	16.3251	14.9697
Si	13.5878	2.724	14.967
Si	10.8393	5.4571	14.9466
Si	13.5942	8.1693	14.961
Si	10.8753	10.8561	14.9781
Si	13.6025	13.5707	14.9131
O	3.214	15.9726	29.0035
O	0.4632	13.1927	29.3431
O	2.3875	6.0125	28.3791
O	-2.811	3.14	21.6014
O	9.0447	14.6856	28.4434
O	-1.1477	9.6595	28.2822
O	8.5529	5.2481	25.9773
O	10.0141	6.482	27.7589
O	9.5236	6.7567	20.8384
O	3.0346	10.3769	26.088
O	-3.1123	17.43	28.2183
O	5.4115	11.0669	21.9566
O	0.2629	4.4614	21.1452
O	11.4234	7.8183	25.9907
O	4.0899	17.5943	20.877
O	11.1537	4.9337	21.7876
O	-0.4939	11.309	21.7447
O	2.5539	5.4811	21.7507
O	-1.9592	12.0447	23.8822
O	3.9287	9.2655	28.3044
O	0.1865	2.4131	25.9834
O	9.4894	12.3194	20.8219
O	-1.2405	17.6459	20.7501
O	10.4688	16.3778	27.3114
O	6.7758	13.4183	26.1368
O	-0.4383	3.1918	28.3951
O	-1.7844	13.9468	25.6555
O	8.805	10.4145	29.2025
O	-3.2741	9.5528	26.7394
O	5.0794	6.0394	21.7151
O	4.3955	4.264	28.2799
O	-3.9875	12.3759	25.7077
O	1.2769	17.5071	28.135
O	3.9448	12.4429	20.5392
O	6.0538	2.3971	29.0964
O	-3.4818	6.2842	23.2052
O	12.2461	14.9613	20.8122
O	3.2655	7.8311	26.1635
O	3.3696	5.2425	26.0725
O	-3.6066	14.917	27.2125
O	-0.8203	6.5758	23.4822
O	6.7183	4.1974	20.7647
O	1.3329	9.5892	20.8878
O	5.7223	15.6907	21.6722
O	-3.1266	11.4364	28.5031
O	-1.5896	11.476	26.4032
O	11.2581	2.4535	29.1779
O	3.6115	6.6056	23.8782
O	2.0789	14.0855	21.3565
O	0.4633	15.9859	21.8972
O	10.4941	16.7965	21.5529
O	7.4224	15.6262	23.6834
O	7.9876	2.3208	21.8486
O	4.3749	14.3782	25.3937
O	7.4492	12.2937	28.2311
O	10.5638	5.4686	24.3052
O	8.2596	4.3673	23.573
O	-2.1762	5.0633	29.1067
O	-2.3102	13.2262	21.6377
O	2.2644	12.8803	25.6809
O	12.4179	17.6057	23.1404
O	-2.4125	2.7384	26.269
O	2.1025	11.6935	28.0984
O	1.2202	6.5096	25.1533
O	11.237	13.1583	29.1245
O	11.1651	10.6583	21.9091
O	2.272	2.896	21.8048
O	6.1349	13.4134	22.9768
O	-4.0459	16.9757	25.7327
O	5.4698	9.3257	26.2327
O	5.5678	11.3026	24.4986
O	7.5248	5.9073	28.2778
O	3.6899	12.7098	23.4406
O	-0.0281	13.6046	22.918
O	-2.3929	8.2784	22.022
O	8.5021	7.0093	23.9406
O	9.4471	9.524	23.5485
O	11.8797	9.8599	24.3326
O	7.8094	8.4355	21.8013
O	8.0633	17.1287	28.3775
O	-0.8819	4.7208	25.3362
O	10.7337	8.8604	28.3767
O	5.2105	14.6329	27.9691
O	7.9554	18.1123	24.4163
O	5.8937	7.7267	29.1652
O	0.9781	4.4791	23.6022
O	10.1506	2.5794	23.1821
O	9.4829	12.6351	26.4008
O	-1.5442	2.5136	23.8711
O	-3.8044	3.8225	23.8591
O	6.9645	9.0822	24.1675
O	3.2348	7.9671	21.6744
O	-1.6216	16.4828	26.364
O	8.0095	14.3843	21.4944
O	1.9982	3.5693	27.5219
O	7.6266	10.8787	26.0013
O	-2.5149	8.1634	24.6854
O	10.3964	12.0262	24.0588
O	8.257	15.9807	26.0756
O	9.9606	16.5023	24.061
O	-3.7844	6.9168	28.2261
O	4.451	12.3554	27.0565
O	10.9281	14.4922	25.3782
O	0.5603	7.8026	29.0909
O	-1.2832	6.549	20.6069
O	2.1159	14.8015	23.8378
O	9.3825	4.0328	28.2513
O	-1.1972	14.7028	28.1962

Results
total energy: -82019.681 eV
total energy less fixed offsets of O -438.35, Si -107.03 eV per atom: -0.161 eV

Forces (eV/angstrom), in the order of the atoms: element, x, y, z
Si	0.0361	-0.2786	0.757
Si	0.1332	-0.0874	0.7757
Si	-0.2305	0.1474	0.7666
Si	-0.1265	0.0993	0.7384
Si	0.0478	-0.014	0.7586
Si	-0.1977	0.2886	0.7425
Si	-0.0936	0.2808	0.7453
Si	-0.247	0.0511	0.7447
Si	0.0595	-0.1323	0.7365
Si	-0.0196	0.1989	0.6776
Si	0.2936	-0.231	0.7277
Si	0.1397	-0.2853	0.7045
Si	0.0283	-0.1897	0.7604
Si	-0.0843	0.3199	0.6941
Si	0.2269	-0.0887	0.7265
Si	0.1183	-0.2735	0.7305
Si	-0.3238	0.048	0.7672
Si	0.0054	0.2452	0.6235
Si	0.0119	0.0128	-0.0411
Si	-0.0157	0.0112	-0.0359
Si	0.0196	-0.0054	-0.0445
Si	-0.0142	0.0203	-0.0244
Si	0.0199	-0.0105	-0.0089
Si	0.0312	-0.0082	-0.0338
Si	0.0109	-0.0179	-0.0229
Si	-0.0175	-0.0104	-0.0351
Si	-0.032	-0.0174	-0.0426
Si	0.0105	-0.0052	-0.0786
Si	0.0067	0.0537	-0.0661
Si	0.0152	0.0121	-0.056
Si	0.019	0.0128	-0.0411
Si	0.016	-0.0103	-0.0464
Si	-0.0148	-0.0139	-0.035
Si	-0.0102	-0.0149	-0.0427
Si	0.0013	0.0004	-0.0228
Si	0.0098	0.0028	-0.0613
Si	-0.0199	0.013	0.0224
Si	-0.0135	0.0048	0.0282
Si	0.0039	-0.022	0.005
Si	0.0227	0.0115	0.0185
Si	-0.0423	-0.0094	-0.0037
Si	0.0051	-0.0038	-0.018
Si	0.0169	-0.0007	-0.0167
Si	0.0012	-0.0017	0.0275
Si	-0.0104	0.008	0.0367
Si	-0.0237	-0.028	-0.02
Si	-0.0013	-0.0107	0.0318
Si	0.0002	-0.0034	0.0132
Si	0.0051	0.0074	0.0248
Si	-0.0004	-0.0114	0.0093
Si	0.0198	0.022	0.0554
Si	0.0076	-0.0089	0.03
Si	0.0015	0.0301	0.0062
Si	0.0151	0.0044	0.0142
Si	0.0111	0.0079	-0.0255
Si	-0.0035	0.0249	-0.0149
Si	-0.0081	0.0118	-0.0112
Si	0.0177	0.015	-0.0108
Si	0.0148	0.0027	-0.0063
Si	-0.0328	-0.0037	0.0055
Si	-0.0092	0.0139	-0.0036
Si	-0.0083	0.0134	0.0096
Si	0.0016	-0.025	-0.0195
Si	0.0058	-0.002	-0.0059
Si	0.0229	0.0113	-0.0331
Si	-0.0048	0.0055	-0.0332
Si	-0.0344	-0.0116	-0.0289
Si	0.0067	-0.0134	-0.0074
Si	0.0177	0.0069	-0.0356
Si	-0.0128	-0.0025	-0.0104
Si	-0.0037	-0.0149	0.0046
Si	0.0311	-0.0061	-0.0142
Si	0.0161	0.0243	0.0093
Si	-0.0006	0.0244	0.0169
Si	-0.0056	-0.0026	0.0031
Si	0.0093	0.0059	0.0062
Si	0.0168	-0.0195	0.0139
Si	-0.033	0.0074	0.0075
Si	-0.0155	0.0113	0.0136
Si	0.0247	-0.0016	-0.0047
Si	0.0082	-0.004	0.0321
Si	-0.0015	-0.0004	0.0272
Si	0.0061	0.0262	-0.0053
Si	-0.0164	0.0102	0.0288
Si	0.0273	-0.0017	0.0205
Si	-0.0239	-0.0053	0.0181
Si	0.0039	-0.0096	-0.0011
Si	0.029	-0.0139	0.021
Si	-0.0245	-0.0142	0.0021
Si	-0.0099	-0.0329	0.0199
Si	-0.0406	-0.0033	-0.0418
Si	0.0167	0	-0.0352
Si	-0.0051	-0.0146	-0.0031
Si	-0.0122	-0.0142	0.0077
Si	0.0175	0.0105	-0.0334
Si	-0.0126	-0.0246	-0.0247
Si	-0.0273	-0.0058	-0.0136
Si	-0.0023	0.0223	0.0033
Si	0.0206	-0.0138	-0.048
Si	-0.0097	-0.0276	-0.0215
Si	0.0238	0.0125	-0.008
Si	0.0277	-0.0032	-0.0437
Si	0.0102	-0.0238	-0.0464
Si	0.0334	-0.0282	-0.0453
Si	-0.0293	0.0634	-0.0197
Si	-0.0255	0.0065	-0.0213
Si	0.016	0.0102	0.0015
Si	0.0149	0.0263	0.003
Si	-0.0126	0.0312	0.065
Si	-0.0282	-0.0075	0.032
Si	0.0776	-0.0001	0.023
Si	-0.0027	0.0071	0.0523
Si	-0.0189	-0.0543	0.0409
Si	0.0125	0.0417	0.037
Si	-0.0253	-0.023	0.0457
Si	-0.058	-0.0297	0.0652
Si	-0.0006	-0.0088	0.0571
Si	0.0081	0.0047	0.0458
Si	-0.0041	-0.018	0.0092
Si	-0.0044	0.0271	0.0266
Si	0.0236	-0.0215	0.0368
Si	-0.0051	-0.0475	0.0057
Si	0.0524	0.0232	0.0304
Si	-0.004	0.004	0.0728
Si	-0.0064	0.0036	0.073
Si	-0.0036	0.036	0.0322
Si	0.2006	-0.2936	-0.6934
Si	-0.1763	0.2492	-0.7312
Si	0.2366	0.0652	-0.6467
Si	0.1006	-0.1806	-0.7513
Si	-0.1591	0.1648	-0.7625
Si	-0.1481	0.1294	-0.7391
Si	0.1647	-0.0844	-0.754
Si	0.3041	-0.1361	-0.7491
Si	-0.2839	0.1267	-0.696
Si	-0.1407	0.1959	-0.6997
Si	0.319	-0.3399	-0.6374
Si	-0.2192	-0.0177	-0.731
Si	-0.0419	0.1199	-0.707
Si	-0.1547	0.0579	-0.7202
Si	0.1867	-0.1302	-0.7144
Si	-0.3987	0.2584	-0.6448
Si	0.2105	-0.2161	-0.7083
Si	0.1741	-0.1083	-0.8146
Si	0.0649	-0.0587	0.0682
Si	-0.0676	0.0493	-0.0457
Si	-0.0925	0.1222	-0.0559
Si	0.0553	-0.0369	-0.0478
Si	0.0844	0.0108	-0.045
Si	0.076	0.076	-0.0179
Si	0.0585	0.0127	0.0776
Si	-0.0563	-0.0602	-0.0138
Si	-0.0324	-0.0696	-0.2061
Si	-0.0029	0.0538	-0.0836
Si	-0.0737	-0.0148	-0.0089
Si	0.0281	-0.1023	0.013
Si	0.0233	-0.0097	0.0239
Si	0.1411	-0.033	-0.0667
Si	0.0031	0.0653	-0.0062
Si	0.0501	0.0213	-0.0099
Si	-0.0509	-0.0069	0.0479
Si	-0.0571	-0.053	0.0988
Si	0.0803	-0.0003	-0.0712
Si	0.0072	0.1553	0.0572
Si	0.1063	-0.0909	-0.0634
Si	0.0206	0.0818	0.0039
Si	-0.0624	0.0206	-0.1214
Si	0.0965	0	-0.0076
Si	-0.0549	-0.0587	-0.0619
Si	-0.1151	0.0242	-0.0434
Si	-0.16	0.0928	-0.0177
Si	0.0283	-0.0629	0.0817
Si	-0.0769	0.0292	-0.0319
Si	-0.0066	-0.0138	0.0882
Si	0.1273	0.1146	-0.0072
Si	0.0375	0.0564	-0.0768
Si	-0.0362	0.0333	0.1328
Si	0.086	-0.0033	-0.0665
Si	0.117	-0.0096	0.164
Si	-0.0277	0.0543	0.1578
Si	0.0059	-0.0024	-0.0012
Si	0.0086	-0.006	-0.0076
Si	-0.0046	0.0071	-0.0042
Si	-0.0026	-0.0061	0.006
Si	-0.001	0.0018	-0.0018
Si	0.0096	-0.0119	-0.0182
Si	0.0107	0.0059	-0.0135
Si	0.0115	-0.0064	0.0054
Si	-0.0055	0.0064	0.0044
Si	0.0005	0.0138	-0.0053
Si	-0.0195	-0.0028	-0.0064
Si	0.0016	0.0048	-0.0069
Si	-0.0096	0.0103	-0.0032
Si	0.002	0.0004	0.0001
Si	0.016	0.0041	-0.0056
Si	0.0087	-0.0149	-0.0045
Si	-0.0072	0.0038	0.0003
Si	0.0045	0.0029	-0.0005
Si	-0.0156	-0.0003	0.0029
Si	-0.0063	0.0096	-0.0062
Si	-0.0067	0.0038	0.0003
Si	0.004	-0.0056	0.0008
Si	0.0173	-0.0146	-0.0045
Si	-0.0006	0.0012	-0.0027
Si	0.0019	0.0019	0.0005
Si	-0.0054	-0.0017	-0.0034
Si	0.0009	-0.013	-0.0016
Si	0.0108	0.0031	-0.0015
Si	-0.0119	0.0024	0.0028
Si	0.0032	-0.0054	0.0016
Si	0.0094	0.0043	-0.0027
Si	0.005	-0.0065	-0.0066
Si	-0.0031	0.0022	-0.0037
Si	-0.0159	0.0055	-0.0032
Si	0.0027	-0.0038	0.0038
Si	-0.0069	0.0063	-0.0065
Si	0.0099	0.0185	0.0042
Si	-0.0116	-0.0068	0.0039
Si	0.0084	-0.0088	-0.001
Si	0.0017	0.0132	0.0025
Si	-0.0073	-0.0002	0.0004
Si	-0.0011	0.0009	-0.0029
Si	-0.0014	-0.0053	0.0013
Si	0.0215	0.0092	-0.0047
Si	-0.0116	0.0023	0.0025
Si	-0.0067	-0.0138	0.0051
Si	0.0048	-0.0012	-0.0002
Si	-0.0121	0.0006	0.0013
Si	-0.0033	-0.0048	-0.0005
Si	-0.0126	-0.0089	0.0037
Si	0.0197	0.0093	0.0038
Si	0.0029	-0.0025	-0.0031
Si	-0.0009	0.0001	0.0009
Si	0.003	0.0019	0.0035
Si	-0.0012	0	-0.0004
Si	-0.0058	-0.003	0.0031
Si	-0.0004	0.0058	0.0006
Si	-0.0026	0.0043	0.002
Si	-0.0067	-0.0085	-0.0025
Si	0.0063	0.0066	0.0023
Si	0.0011	0.0084	0.0064
Si	-0.0078	0.0095	0.0001
Si	0.0001	-0.0112	-0.0046
Si	0.0068	0.0003	0.0047
Si	-0.004	-0.0038	0.0027
Si	-0.0005	-0.0062	0.0038
Si	0.0014	0.0013	-0.0029
Si	0.008	-0.0059	0.0067
Si	-0.005	-0.0039	-0.0025
Si	-0.0002	-0.0005	0.0043
Si	0.0035	0.0065	0.0043
Si	0.006	-0.0007	-0.0019
Si	-0.0048	-0.0087	0.003
Si	-0.0105	-0.0029	0.0026
Si	0.0083	-0.0045	0
Si	-0.0059	-0.0039	-0.0031
Si	0.0059	0.0006	-0.003
Si	0.0026	0.0014	0.003
Si	0.0015	0.001	-0.0045
Si	0.0065	-0.0063	-0.0011
Si	-0.0031	0.0105	-0.0056
Si	0.0004	-0.0016	-0.0023
Si	-0.0041	-0.0035	0.0036
Si	-0.0063	0.0035	-0.0013
Si	-0.0033	0.0041	-0.0015
Si	0.0024	0.0097	0.0045
Si	0.0031	-0.0009	-0.0019
Si	-0.0092	-0.0053	-0.0003
Si	0.0072	0.0012	0.0013
Si	0.0086	0.0017	-0.0008
Si	0.0155	0.0123	-0.0008
Si	0.0078	0.007	-0.0046
Si	-0.0076	-0.005	-0.0082
Si	-0.005	0.0035	-0.0007
Si	-0.0138	-0.0005	0.0067
Si	-0.0062	-0.0025	0.0019
Si	-0.0112	0.0055	0.0052
Si	0.0063	0.0018	0.0038
Si	-0.0042	-0.0104	-0.0096
Si	-0.0053	-0.0065	-0.0023
Si	0.0086	0.0011	0.0009
Si	0.0009	-0.0041	-0.0032
Si	-0.0005	-0.0072	0.0032
Si	-0.0151	-0.0044	0.0023
Si	0.0179	0.0027	-0.0005
Si	0.0059	-0.003	-0.0026
Si	-0.0016	0.0001	-0.004
Si	0.0001	0.0081	-0.0108
Si	-0.0074	-0.0021	0.001
Si	-0.0115	0.0027	-0.0028
Si	0.0088	-0.01	0.0075
Si	0.0011	0.0026	-0.0004
Si	0.005	0.0066	0.0042
Si	-0.0146	0.0011	0.0043
Si	0.0045	0.0067	0.0062
Si	-0.0087	0.0206	-0.0068
Si	0.0099	-0.0134	-0.0042
Si	0.0011	0.0038	0.0027
Si	-0.0145	0.0074	-0.0004
Si	0.008	-0.0065	-0.0029
Si	0.0001	-0.0096	0.0138
Si	-0.0017	0.0111	-0.0013
Si	-0.0006	-0.0075	-0.0043
Si	0.0034	-0.0126	-0.0001
Si	0.0025	0.013	-0.0033
Si	0.0139	-0.0138	-0.0031
Si	-0.0017	-0.0023	-0.0009
Si	0.0014	-0.0018	-0.0013
Si	-0.0082	0.0062	-0.0065
Si	-0.0053	-0.017	-0.0016
Si	-0.0027	0.0226	0.0025
Si	0.013	-0.0088	-0.0041
Si	-0.005	0.0015	-0.0054
Si	-0.0049	-0.0034	0.0034
Si	-0.0082	-0.0069	-0.0021
Si	0.0035	-0.0145	0.009
Si	0.0003	0.0015	0.0068
Si	0.0018	-0.0205	0.0051
Si	-0.0066	0.005	0.0114
Si	0.0181	0.0148	0.0097
Si	-0.0102	0.0034	0.004
Si	-0.0112	0.0044	0.007
Si	0.0139	0.0038	0.0015
Si	0.0066	0.0128	-0.0063
O	0.0351	0.0208	-0.4332
O	-0.0528	0.0151	-0.2395
O	0.3068	0.2002	-0.0495
O	-0.2941	0.5933	-0.0441
O	-0.5548	-0.2739	-0.1305
O	0.0959	0.063	-0.2646
O	-0.2855	-0.3376	-0.0711
O	-0.1702	-0.0463	-0.02
O	0.1044	0.2311	0.474
O	-0.2888	-0.1579	-0.3823
O	0.4072	-0.1608	0.137
O	0.3138	-0.4651	0.3464
O	-0.2096	-0.3703	0.1235
O	-0.3853	-0.3056	-0.3301
O	-0.0153	-0.1261	0.2813
O	0.0325	-0.3842	-0.0309
O	0.0593	-0.1344	0.3759
O	0.1718	0.0628	-0.4565
O	0.0482	-0.6107	0.01
O	-0.1897	0.0197	0.1136
O	0.1688	-0.2854	-0.4168
O	-0.0488	-0.1173	0.4754
O	-0.2008	0.014	0.5416
O	0.4182	0.5125	0.4238
O	0.1285	0.1793	-0.4878
O	-0.1137	0.0453	-0.175
O	0.2566	0.1883	-0.4323
O	0.0562	0.0047	-0.1128
O	-0.2338	-0.362	0.4106
O	0.2463	0.2332	0.3595
O	0.2305	0.1749	-0.3763
O	-0.0032	-0.3219	0.1069
O	-0.3076	-0.3757	-0.2842
O	0.1865	0.0031	0.0392
O	-0.1061	0.0856	-0.4909
O	-0.0524	-0.016	0.1251
O	0.0003	-0.1039	0.5067
O	-0.0142	-0.0824	0.2826
O	0.5262	-0.386	-0.1511
O	-0.2033	-0.1512	0.4882
O	0.1459	-0.0633	-0.3259
O	0.2547	0.2344	0.3505
O	0.1359	-0.0773	0.4483
O	0.0317	-0.2099	0.2591
O	-0.0492	0.1875	-0.3625
O	0.4706	-0.0803	0.0547
O	0.0323	-0.1405	-0.2985
O	0.1991	-0.0967	0.2395
O	-0.0577	0.1868	0.0048
O	-0.0486	0.2127	0.4922
O	-0.2965	-0.1054	0.122
O	-0.0971	-0.0519	0.3001
O	0.0475	-0.2527	-0.0277
O	0.0724	0.4307	-0.3089
O	-0.3302	0.2679	-0.0116
O	0.2596	0.0091	0.293
O	-0.5502	0.0598	-0.3539
O	0.0433	-0.084	-0.3176
O	-0.2987	-0.1816	0.3563
O	-0.6903	-0.1482	0.1089
O	0.2535	-0.5812	0.1108
O	-0.4303	0.4115	0.1667
O	0.0519	-0.3881	-0.267
O	-0.0871	0.4718	0.2352
O	-0.0815	-0.1205	-0.2734
O	0.275	-0.0057	0.099
O	0.0148	-0.3033	0.5873
O	-0.0603	-0.1402	0.2495
O	-0.1708	0.3092	-0.4972
O	0.4478	-0.2706	0.3461
O	-0.17	0.205	0.2427
O	-0.2872	0.0081	-0.3579
O	-0.3996	-0.2168	-0.2726
O	0.0678	-0.0044	0.3
O	-0.0934	0.7051	0.0913
O	-0.103	0.028	0.2461
O	-0.1441	0.1479	0.2629
O	0.2816	0.0867	-0.123
O	-0.3581	0.3503	0.0841
O	0.128	0.2845	-0.1857
O	-0.4232	0.3106	0.4299
O	0.1985	0.3062	-0.1179
O	0.1757	0.4127	-0.0064
O	-0.4069	0.2038	0.3506
O	0.0039	-0.0193	-0.4145
O	0.2166	-0.4772	0.4323
O	0.3764	0.4632	-0.0493
O	-0.0302	0.1786	0.3053
O	0.54	-0.376	-0.1272
O	-0.1253	-0.0364	0.7032
O	-0.476	-0.2907	-0.1968
O	0.2677	0.1959	0.3081
O	0.7442	0.0972	-0.4441
O	0.1983	0.3043	0.2396
O	0.0797	-0.17	-0.1976
O	0.5324	-0.3717	0.1778
O	0.5594	0.3174	0.4483
O	-0.2971	0.3444	-0.3939
O	-0.4821	-0.3374	-0.058
O	0.1738	-0.4172	0.133
O	0.4092	0.3124	-0.2559
O	0.2701	-0.2325	0.3669
O	-0.3508	0.2522	-0.4611
O	0.0875	-0.0807	-0.4
O	-0.1944	0.0116	0.2142
O	0.084	0.53	0.2687
O	0.0547	-0.1481	-0.4786
O	-0.0082	-0.0306	-0.148
